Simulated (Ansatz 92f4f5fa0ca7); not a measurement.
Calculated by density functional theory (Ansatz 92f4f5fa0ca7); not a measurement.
Periodic cell of 414 atoms, Si266O148, from a study of silicon, its oxide and their interface. The atomic structure is a simulated model.
Doubt: the cutoff is far below the 930 eV that the study's wrapper takes by default for these files, so forces and energies are approximate.

Settings
functional: PBE
potential files: Ansatz PAW
basis: plane waves
wave-function cutoff: 580 eV
density cutoff ratio: 5
exchange-correlation grid ratio: 1
k mesh: 1 x 1 x 1, Gamma-centred
self-consistency stop: 5e-08 eV per atom in the density residual
occupations: fixed
spin: none
net charge: 0

Cell vectors (angstrom)
a 15.4687 0 0
b 0 12.8259 0
c 0 0 36.532

Atoms and the computed forces on them: element, x, y, z (angstrom), force x, y, z (eV/angstrom)
Si 0.0018 1.1579 33.814 0.0086 -0.0034 -0.0015
Si 3.8544 1.1613 33.8255 0.0008 0.0002 -0.0022
Si 7.6541 1.142 33.9134 0.0018 0.0015 -0.0036
Si 11.6364 1.1781 33.8255 -0.0013 0.0009 -0.0044
Si 1.9609 7.5942 33.8058 -0.0016 0.0012 -0.0005
Si 5.7347 7.5853 33.8696 0.0051 0.0045 0.0004
Si 9.7222 7.5806 33.8846 -0.0009 0.0033 -0.0027
Si 13.5604 7.5632 33.8533 -0.0026 0.0007 -0.0024
Si 1.9336 5.247 34.2651 0.0178 0.1216 0.3129
Si 5.8008 5.247 34.2651 0.0054 -0.0456 0.0943
Si 9.6679 5.247 34.2651 -0.0349 0.0711 0.1363
Si 13.5351 5.247 34.2651 0.2317 -0.1547 -0.3025
Si 0 11.6599 34.2651 0.161 0.0528 -0.5015
Si 3.8672 11.6599 34.2651 -0.1179 -0.1256 -0.2205
Si 7.7343 11.6599 34.2651 -0.084 0.0503 0.2953
Si 11.6015 11.6599 34.2651 0.2827 -0.1191 0.2914
Si 0 4.664 35.5018 -0.0168 -0.0395 -0.0065
Si 3.8672 4.664 35.5018 -0.0209 0.1476 0.0558
Si 7.7343 4.664 35.5018 -0.0362 0.0494 0.0395
Si 11.6015 4.664 35.5018 -0.0319 -0.031 -0.1079
Si 1.9336 11.0769 35.5018 0.0282 -0.0504 -0.0562
Si 5.8008 11.0769 35.5018 -0.004 -0.1 -0.0785
Si 9.6679 11.0769 35.5018 0.01 0.0158 -0.0234
Si 13.5351 11.0769 35.5018 -0.0721 0.0318 0.0271
Si 0 2.332 35.914 -0.0423 0.0185 -0.2107
Si 3.8672 2.332 35.914 -0.0368 -0.0372 -0.1709
Si 7.7343 2.332 35.914 -0.2264 0.1216 0.3088
Si 11.6015 2.332 35.914 0.2332 -0.1396 -0.087
Si 1.9336 8.745 35.914 0.2287 -0.0653 -0.1762
Si 5.8008 8.745 35.914 -0.3392 0.0219 0.191
Si 9.6679 8.745 35.914 0.2528 0.0465 0.2339
Si 13.5351 8.745 35.914 -0.071 -0.011 -0.0365
Si 1.9336 1.749 0.6188 0.074 -0.0851 -0.0536
Si 5.8008 1.749 0.6188 0.0202 0.0319 0.0425
Si 9.6679 1.749 0.6188 -0.008 -0.0346 -0.0742
Si 13.5351 1.749 0.6188 -0.0679 0.0454 0.0113
Si 0 8.162 0.6188 -0.054 -0.0656 -0.0928
Si 3.8672 8.162 0.6188 -0.0214 0.0399 0.0822
Si 7.7343 8.162 0.6188 0.0246 -0.0401 -0.0867
Si 11.6015 8.162 0.6188 -0.0339 0.0598 0.0226
Si 0 5.83 1.031 0.0008 0.0394 0.073
Si 3.8672 5.83 1.031 0.0423 -0.1564 -0.1354
Si 7.7343 5.83 1.031 0.0354 0.0279 0.0503
Si 11.6015 5.83 1.031 0.0289 0.0181 0.0335
Si 1.9336 12.2429 1.031 -0.0353 0.0891 0.111
Si 5.8008 12.2429 1.031 0.0129 -0.005 -0.0018
Si 9.6679 12.2429 1.031 -0.0031 -0.0281 -0.0095
Si 13.5351 12.2429 1.031 0.0638 0.0112 0.0485
Si 1.9336 5.247 2.2678 0.2104 -0.0608 -0.3736
Si 5.8008 5.247 2.2678 -0.3069 0.013 -0.1509
Si 9.6679 5.247 2.2678 0.0252 -0.0087 -0.1217
Si 13.5351 5.247 2.2678 -0.1397 0.0353 0.203
Si 0 11.6599 2.2678 0.0517 0.1517 0.4931
Si 3.8672 11.6599 2.2678 0.0913 0.0663 0.4689
Si 7.7343 11.6599 2.2678 -0.1125 -0.1134 -0.3481
Si 11.6015 11.6599 2.2678 -0.0101 -0.0376 -0.105
Si 1.9336 2.915 2.68 -0.0974 0.0578 0.1468
Si 5.8008 2.915 2.68 -0.0285 0.1111 0.1121
Si 9.6679 2.915 2.68 -0.0225 0.0642 0.0062
Si 13.5351 2.915 2.68 0.098 0.0022 -0.0283
Si 0 9.328 2.68 0.0751 -0.0556 0.0174
Si 3.8672 9.328 2.68 0.0181 0.0146 -0.0143
Si 7.7343 9.328 2.68 0.0004 -0.0976 -0.0945
Si 11.6015 9.328 2.68 0.0511 -0.0258 0.0047
Si 0.1398 4.7094 30.94 -0.0009 0.0089 -0.0031
Si 3.8824 1.1797 29.2342 0.0139 -0.0123 -0.0014
Si 11.9697 4.607 26.1841 0.0096 0.0064 0.0044
Si 6.3405 -2.0964 24.7714 -0.0016 0.0024 -0.0059
Si -4.0209 1.0462 22.7869 -0.0028 0.0044 -0.0087
Si 5.4068 4.0565 27.6694 0.0058 -0.0187 -0.0024
Si 8.5877 1.1274 26.13 0.0022 -0.0061 0.0419
Si 9.387 6.5629 26.0392 -0.0146 -0.0018 0.0066
Si 4.4208 5.8084 25.214 0.0032 0.0092 -0.0027
Si 1.8759 3.2227 23.5466 0.0009 0.0048 0.0062
Si 11.5735 4.2505 30.9035 0 -0.0017 0.0056
Si 7.4431 3.2516 18.7077 0.0033 0.0088 -0.0032
Si 4.0102 11.4085 20.0768 0.0033 -0.0014 0.0045
Si 4.3117 10.7715 27.3498 -0.0035 0.003 0.01
Si 2.1997 9.7021 28.5546 -0.0093 -0.0011 -0.0038
Si 13.1384 9.8477 29.0346 0.0072 -0.002 0.0062
Si 3.3644 0.156 27.1223 -0.0007 0.0063 0.0034
Si 8.349 -1.2861 25.9862 -0.0061 -0.0109 -0.0055
Si 8.0838 -1.6998 28.2936 -0.0087 0.0041 0.007
Si 6.0497 -2.7955 28.8778 0.0059 -0.0061 -0.0041
Si 1.926 13.3863 30.419 -0.0034 0.0117 -0.0014
Si 13.5183 7.5138 29.4566 -0.002 -0.0034 -0.0085
Si 15.501 14.0546 21.8939 0.0027 0.0016 -0.0018
Si 14.0184 6.4023 27.4429 0.0074 0.0059 0.0102
Si 0.1691 1.4633 29.0058 -0.0006 0.0068 0.0006
Si 5.8046 0.5349 30.512 -0.0263 0.0072 0.0001
Si 9.8567 -1.7874 31.1996 0.0083 0.0044 0.0125
Si 9.7595 0.5321 30.8708 0.0152 0.0059 0.0041
Si 1.9168 7.367 29.1257 0.0059 0.0053 0.0031
Si 4.0001 6.9436 30.3046 -0.006 -0.0012 -0.0052
Si 7.7564 7.1315 30.899 0.0099 0.0132 0.0008
Si 10.3891 9.4119 24.8264 0 -0.0011 0.0003
Si 1.9915 5.801 25.4012 0.0008 0.0042 0.007
Si 3.5179 3.4938 29.0643 -0.0044 0.0086 0.0022
Si 8.95 2.187 28.2858 0.0089 -0.0156 -0.0302
Si 13.4493 0.8946 30.2125 0.0052 0.0023 -0.0156
Si 0.0652 7.0608 30.62 0.004 -0.0037 0.0084
Si 6.1783 7.6336 29.2209 0.0095 0.0079 0.0041
Si 9.9941 9.9182 29.1545 -0.0046 -0.0043 0.0007
Si 11.5766 6.6649 30.4925 -0.0045 0.0066 0.0016
Si 1.0523 3.7713 28.8956 -0.0023 -0.0035 -0.0014
Si 3.9233 4.6773 31.0344 0.003 -0.0039 0.0026
Si 7.7338 4.7542 31.0229 -0.0016 -0.002 0.0033
Si 7.6428 4.2644 28.6969 0.0042 0.0115 0.0117
Si 1.975 10.9828 30.7159 0.0037 -0.0055 -0.0019
Si 5.7767 11.0515 31.0002 0.003 0.0042 -0.0029
Si 7.8973 13.2607 29.4572 0.0167 -0.0015 -0.0275
Si 13.4964 11.2745 30.8797 -0.0078 -0.0066 -0.0027
Si 1.9818 4.094 32.2501 0.0025 0.0017 -0.0039
Si 5.84 4.0624 32.2237 0.0001 0.0051 -0.0031
Si 9.646 4.045 32.2423 -0.0007 -0.0008 -0.0108
Si 13.6005 4.0666 32.1475 -0.0007 -0.001 0.0008
Si 0.013 10.5794 32.0787 0.0044 -0.0001 0.0023
Si 3.8204 10.4814 32.1654 -0.0009 -0.0019 -0.0003
Si 7.7565 10.5339 32.2208 0.0032 -0.0042 -0.004
Si 11.771 10.4028 32.2873 -0.0092 0.004 -0.0078
Si 1.9355 1.7138 32.5439 -0.0026 -0.0012 0.0026
Si 5.7918 1.7262 32.5782 0.0007 -0.0028 0.0007
Si 9.5927 1.7663 32.8091 0.0025 -0.0022 -0.005
Si 13.5637 1.7472 32.4974 -0.0104 0.0058 0.0002
Si 0.0074 8.2454 32.6289 -0.0026 -0.0045 -0.0039
Si 3.88 8.1336 32.4611 0.0032 0.0009 0.0044
Si 7.727 8.2702 32.864 -0.0031 -0.0085 -0.0037
Si 11.6477 7.9962 32.5472 0.0044 -0.0036 0.0032
Si 0 2.332 3.9167 -0.1871 -0.1923 -0.6768
Si 3.8672 2.332 3.9167 0.1843 0.0544 0.6896
Si 7.7343 2.332 3.9167 0.1113 -0.0619 -0.132
Si 11.6015 2.332 3.9167 -0.0506 0.0924 0.2162
Si 1.9336 8.745 3.9167 -0.0731 -0.0909 0.2015
Si 5.8008 8.745 3.9167 -0.1069 -0.0869 -0.4404
Si 9.6679 8.745 3.9167 -0.0797 0.104 -0.2218
Si 13.5351 8.745 3.9167 -0.199 0.113 0.1556
Si 1.9741 6.3582 4.3096 -0.0008 0.002 -0.0011
Si 5.6912 6.3984 4.3171 0.0019 -0.0046 -0.0038
Si 9.633 6.4262 4.3098 -0.002 -0.0014 -0.0017
Si 13.4841 6.4261 4.3601 0.0018 -0.0023 -0.0014
Si -0.0176 12.8497 4.4005 0.0031 0.005 0.0052
Si 3.9113 12.8533 4.4034 0.0036 0.0016 0.0031
Si 7.7379 12.834 4.272 -0.0006 0.003 0.0034
Si 11.6002 12.8282 4.3165 -0.0035 0.0011 0.0062
Si 0.0133 5.8298 5.4783 -0.0028 0.0021 -0.004
Si 3.8458 5.7532 5.7054 -0.0017 0.014 0.0091
Si 7.6444 5.7875 5.4084 -0.0027 0.0024 -0.0031
Si 11.5105 5.8455 5.6123 -0.0016 0.005 0.0037
Si 1.9495 12.3976 5.6828 -0.0084 -0.0072 -0.0001
Si 5.9163 12.3288 5.6661 0.0003 -0.0047 0.003
Si 9.6437 12.2545 5.4958 0.0051 -0.0038 -0.0038
Si 13.4665 12.2476 5.6269 -0.0014 0.006 0.0057
Si -0.1816 3.4963 5.8722 0.0025 -0.0138 0.0149
Si 4.074 3.3299 6.1841 -0.0077 -0.0039 0.002
Si 7.7962 3.526 5.9449 0.0123 -0.0036 0.0062
Si 11.5132 3.5313 6.0045 -0.0039 -0.0103 0.006
Si 1.8365 10.0828 5.9156 0.0059 0.0115 0.0044
Si 5.8057 9.9883 5.8718 -0.0093 0.0024 0.0089
Si 9.6014 9.914 5.9542 -0.0048 0.0038 0.0038
Si 13.4312 9.8909 6.0172 0.0036 -0.0049 0.0047
Si 3.0331 2.406 8.1312 0.0076 -0.0098 0.0047
Si 6.0871 2.83 7.3798 -0.0084 -0.0002 0.0075
Si 9.1799 6.4547 8.8921 -0.0334 0.018 -0.0007
Si 15.3948 0.6756 8.7693 0.0124 -0.0059 0.0059
Si -0.0719 9.3874 7.2046 -0.0071 0.0092 0.0062
Si 3.8328 9.562 6.9934 0.0062 -0.0042 -0.0107
Si 12.0067 3.8644 21.3679 -0.0146 0.0045 0.0097
Si 18.6591 7.2989 7.4076 0.0044 -0.0158 -0.0042
Si -0.898 7.4682 10.4148 -0.0021 -0.0055 0.0091
Si 0.3233 5.9555 9.1652 0.006 0.0155 -0.0218
Si 7.6395 9.2456 7.095 0.006 0.0031 -0.0084
Si 9.6276 2.9902 7.2581 0.0001 0.0086 -0.0077
Si 3.9694 11.1914 8.7533 -0.0097 0.003 -0.0022
Si 6.7828 13.327 7.7387 -0.0016 0.0041 -0.0098
Si 9.2569 13.4911 7.4639 0.0031 -0.0002 -0.0007
Si 14.6196 15.0121 10.557 0.0074 0.0242 -0.0095
Si 6.0618 6.4913 9.2876 0.0033 -0.0077 0.0014
Si 7.7479 7.7394 10.3555 0.0042 -0.0183 0.0138
Si 12.5842 6.3544 10.4127 0.0168 0.0206 -0.0056
Si 14.777 3.8909 8.9789 -0.0055 -0.0166 -0.0003
Si 0.3886 17.9837 18.8568 0.0007 0.0034 -0.0057
Si 2.303 18.5233 10.4666 0.0029 0.0134 -0.0037
Si 11.1206 12.787 8.7934 0.0021 -0.0012 -0.0013
Si 13.4234 15.8008 7.213 0.0017 0.012 0.0048
Si 1.5879 2.163 12.6156 -0.0034 -0.0063 -0.0031
Si 0.7999 10.1332 11.7993 -0.0014 -0.0129 0.0058
Si 7.8594 7.497 12.6924 0.0015 0.0008 -0.0223
Si 11.4728 9.2387 7.2339 -0.0026 0.0089 0.007
Si 2.297 12.9064 8.0499 0.0058 0.0131 -0.0027
Si 6.1592 11.8661 9.5852 0.0108 0.0003 0.0077
Si 3.0041 9.5943 10.1201 0.0167 -0.0419 -0.0071
Si 11.1755 6.9422 7.7071 0.0029 0.0074 -0.0156
Si 3.3942 3.509 10.2833 -0.0091 -0.0052 -0.0331
Si 7.4335 6.9177 7.4005 0.0078 -0.0053 0.0194
Si 6.2901 4.0869 9.4363 -0.0094 0.0295 -0.0172
Si 11.9755 3.4816 11.2722 0.0003 0.0043 -0.0041
Si 9.4518 14.3898 14.1829 0.0003 -0.0021 -0.0015
Si 9.9799 12.8647 11.6604 -0.0038 -0.0058 -0.0042
Si 10.9727 10.4814 9.1634 0.0024 -0.0101 -0.0193
Si 16.2428 7.1589 7.2426 0.005 -0.0047 0.0181
Si 3.8677 7.2763 9.6868 0.0074 0.022 0.006
Si 9.3433 4.08 9.3945 0.0149 -0.0099 -0.0086
Si 5.0033 0.9484 16.0035 -0.0012 -0.0008 0.0022
Si 13.2568 0.6167 7.6765 -0.0081 -0.0069 -0.0164
Si 3.9831 10.0323 14.836 0.0016 -0.0018 -0.0039
Si 7.7718 9.9507 9.3333 0.0018 0.0072 -0.0011
Si 13.751 13.7638 15.377 0.0092 -0.0002 -0.005
Si 16.2643 2.634 7.7404 -0.0076 0.0218 -0.0135
O 13.9849 21.1949 20.0699 -0.0096 0.0197 0.0091
O -12.4702 21.1209 17.3726 -0.0026 0.0004 0.0008
O -2.5394 4.9215 22.159 0.0076 0.0032 0.0027
O 30.4443 19.3045 18.3542 0.0007 0.0014 0.0029
O 14.0413 -14.9548 21.6239 -0.0027 -0.0087 -0.0091
O -6.7507 -0.3396 17.2838 -0.0017 0.0022 -0.0029
O -29.4431 0.5091 21.6372 -0.0057 -0.0008 0.0007
O 7.7923 14.7396 21.7006 0.0015 0.0016 -0.0026
O -0.7137 14.6417 20.5268 -0.0011 -0.0046 -0.0006
O 16.4689 8.699 12.5739 -0.0003 -0.0169 -0.0049
O 16.4683 18.4881 20.3103 0 0.0001 0.0007
O 32.3797 -0.8174 15.2173 -0.0038 0.0005 0.0047
O -8.4044 17.4264 17.8913 0.0001 -0.0049 0.0055
O -0.4149 6.7599 13.5403 0.0115 0.0055 0.005
O 10.6205 27.3393 17.9326 0.0036 -0.001 0.004
O -4.8856 4.5734 21.1296 0.0063 0.0009 -0.0021
O 14.8064 5.9115 23.5994 0.0023 0.0008 -0.0029
O 5.3212 19.9258 24.7351 -0.0018 -0.0027 0.0018
O 11.9546 12.5607 18.8417 0.0045 -0.0013 -0.0083
O 3.4169 25.6149 23.574 -0.0032 -0.0012 -0.0037
O 1.4908 17.2988 24.5336 -0.0008 -0.0102 -0.0075
O 27.535 4.4421 15.3235 0.0027 -0.0039 -0.0019
O 5.445 3.2068 22.0757 -0.0014 0.0035 -0.0007
O 4.7748 -20.0161 21.5197 -0.0003 -0.0013 -0.0002
O 7.3775 -7.4226 15.4154 -0.0029 -0.0033 -0.0019
O 10.5626 24.3198 12.3249 0.0046 0.0055 -0.002
O 11.2866 6.852 11.2899 -0.0023 0.0038 0.0024
O 8.7012 16.3995 19.6835 0.0022 0.003 0.0016
O -15.3702 -10.6637 11.9175 -0.0014 -0.0032 0.0027
O -9.2344 2.623 19.6291 -0.0008 0.0001 0.0025
O 23.4628 2.0799 17.7105 0.0042 -0.0058 0.0004
O 14.2407 10.2744 27.868 -0.008 0.0013 0.0028
O 10.0353 9.5964 23.239 0.001 0.0005 -0.0041
O -12.6253 29.456 22.3266 0.0031 0.0025 -0.0016
O 28.147 16.391 19.9336 -0.0065 0.0025 -0.0097
O 12.2612 -2.5828 19.7676 0.037 -0.0366 0.0241
O 24.5097 0.5643 19.7282 0.0011 0.001 -0.0024
O 6.2582 16.7563 13.272 -0.0002 -0.0047 0.0014
O 27.5039 9.3012 25.0263 -0.0007 -0.0009 -0.0016
O 12.616 13.5771 16.5217 -0.0008 -0.0005 0.0048
Si 23.1053 18.6837 16.9678 0.0042 0.0042 0.0006
Si 2.3128 -0.6141 22.5191 0.0031 -0.0011 0.001
Si 0.1674 7.3263 23.5905 -0.0005 0.0031 0.004
Si 9.6057 7.5834 29.5496 -0.015 -0.0076 0.0147
Si 8.1469 6.5242 28.0221 0.0124 0.0029 -0.0209
Si 6.2468 18.1142 14.2147 0.0048 0.0049 0.004
Si 2.6432 -0.2692 14.2515 -0.0034 -0.005 -0.0045
Si 2.5408 7.7266 15.8963 -0.0019 0.0029 -0.0017
Si 15.8036 -2.1959 27.4385 0.0174 0.0081 0.0107
Si 19.2446 0.9868 24.8141 0.003 0.0005 0.0043
Si 6.562 2.1847 25.4527 -0.0154 0.0117 -0.0119
Si 12.2627 18.8766 15.3417 0.0026 0.007 0.0031
Si 13.1484 22.3476 20.8757 -0.0247 0.0221 -0.0314
Si 16.1329 12.4434 16.5939 0.0084 0.0078 -0.0068
Si 23.9377 6.3879 22.0356 -0.0039 -0.0022 0.0014
Si -1.0297 -2.3494 16.7883 -0.0044 -0.009 -0.0052
Si 15.3256 6.2256 15.0405 -0.0037 0.0053 -0.0019
Si 6.1955 24.8604 21.8667 -0.002 -0.0017 0.0088
Si 24.6103 0.9889 18.162 -0.0027 0.0042 -0.0006
Si 22.0796 2.4096 13.7645 -0.0042 0.009 0
Si 9.5497 17.7468 19.9382 0.0014 -0.0001 -0.0069
Si 23.315 -0.5503 15.9131 0.004 -0.0035 -0.001
Si 15.042 20.8919 18.8497 -0.0002 -0.0004 -0.0036
Si 10.8566 7.3223 12.8029 -0.0055 -0.0039 -0.0026
Si 10.4006 15.1091 25.2282 0.0153 0.0125 -0.0051
Si 9.9314 6.4705 17.4705 -0.0052 0.0027 -0.0009
Si 10.4124 8.6757 21.9407 -0.0048 0 0.0022
Si 19.8601 17.1851 22.4579 0.0017 0.0008 0.0064
Si -2.329 8.1129 24.8039 -0.0026 0.0046 0.0034
Si -8.564 10.1894 13.987 0.0034 -0.0049 0.0025
Si 14.1817 11.0714 13.8039 0.0015 -0.0065 -0.0101
Si 13.2179 5.5579 23.6045 -0.0058 -0.0006 0.0045
Si 13.9922 -0.7007 22.4975 0.0002 -0.0016 0.0029
Si 8.4243 4.316 24.1089 -0.0118 0.0089 -0.0004
Si 6.2391 2.1267 21.2061 -0.0004 0.0005 0.003
Si 15.4762 9.4942 9.6143 0.0055 -0.017 -0.0327
Si 6.0354 7.9242 23.5136 0.0024 0.0032 0.0074
Si -3.5154 3.1175 14.4089 0.0014 0.0056 -0.0031
Si 15.9114 7.1955 12.2384 -0.0034 0.0011 -0.0139
Si 18.8337 0.8299 17.9408 0.0013 -0.0001 0.0052
Si 8.6885 0.5934 21.3083 -0.0023 -0.0004 0.0037
Si 17.0975 16.4761 14.5164 -0.0062 0.0025 0.0023
Si 12.1909 13.9768 18.0483 0.0005 -0.0055 0.0002
Si 6.8226 -0.1817 11.8315 0.0073 -0.0008 -0.003
Si 20.1163 7.21 21.0728 0.0082 0.0031 0.0008
Si 18.0859 16.4291 17.2587 0.0024 0.0006 0.0005
Si 4.1248 -7.7099 15.2229 0.0141 0.0068 0.0009
Si 11.217 2.0411 29.6865 -0.0216 -0.0091 0.0269
Si 16.9722 20.0206 20.7065 0.0026 0.0015 -0.0001
Si 13.8914 15.4675 19.3613 0.0075 -0.0009 0.0021
Si -6.1564 9.234 18.9754 0 -0.0019 -0.0049
Si 6.2798 8.326 18.4882 0.0018 -0.0009 -0.0024
Si 27.2489 10.9824 18.4473 -0.0006 -0.0055 0.0127
Si 19.6676 22.2159 17.7337 0.0089 -0.0025 0.0025
Si 16.4278 0.0772 27.2254 -0.0051 -0.0116 0
Si 15.7326 24.4189 24.7244 0.0034 -0.0045 0.0088
Si 31.8602 18.5856 27.5439 -0.0027 -0.0013 -0.0069
Si 11.5793 10.2423 12.1233 -0.0037 -0.0019 0.0001
O 10.3682 5.3569 18.6008 -0.002 -0.004 0.0078
O 8.2111 2.5907 14.0554 0.005 0.0011 0.0008
O 28.4648 15.0326 11.002 0.0013 -0.0008 0.003
O 9.8585 -4.9141 18.2167 -0.0003 0.0022 0.0031
O 5.5422 13.5084 21.5205 0.001 0.0019 -0.0031
O -3.1815 6.3453 8.7987 0.0165 -0.0018 0.0206
O 34.9301 17.1191 16.6658 -0.0012 -0.0015 0.0016
O 23.271 8.9756 13.3981 -0.0037 0.0088 0.0052
O -16.5163 -2.6618 15.1567 -0.0006 0.0042 0.0112
O 15.5123 -1.6765 12.8374 -0.0053 0.0002 0.0041
O 5.0477 10.6037 25.8192 0.0021 -0.0011 -0.0036
O 20.5254 3.6046 10.4597 0.0004 -0.0101 0.0162
O -10.8424 17.514 24.037 -0.0002 -0.0036 -0.0048
O 2.7339 2.6096 11.5093 -0.0007 -0.0065 0.0191
O 8.3867 -0.0755 11.3297 -0.0018 -0.0016 0.0021
O 18.5711 7.3775 20.653 -0.0037 -0.001 -0.0006
O 17.1581 30.4358 17.9173 0.0004 0.0004 0.0008
O 14.9513 3.7864 18.7996 0 -0.0032 -0.0015
O 23.9715 5.6885 24.9806 0.0009 0.0003 -0.0026
O 18.2579 21.7486 14.8068 -0.0003 0.0001 0.0017
O 13.8369 6.3346 15.7368 -0.0033 -0.0016 0
O 12.863 4.8035 10.8689 0.0016 -0.0211 0.0041
O 13.6247 7.4518 26.2233 -0.0023 -0.0002 -0.0034
O 16.4888 8.2542 19.5646 -0.0067 0.0013 -0.0015
O -10.5649 8.2011 22.3616 -0.0013 -0.0001 -0.0022
O 22.1719 -1.4209 12.9077 -0.0013 0.001 0.0007
O -6.9505 6.1269 20.4072 0.0005 0.003 -0.0028
O 6.2804 12.7351 16.14 -0.0025 -0.0002 0.0016
O 15.9863 2.4929 22.9119 -0.0026 -0.0005 0.0007
O -6.694 0.2162 14.7998 -0.0002 0.0019 0.0011
O 25.1666 33.7195 25.4688 0.0045 0.0108 -0.0033
O 9.6413 9.1895 20.5889 0.0019 0.0011 0.0007
O 18.5039 4.4498 14.177 -0.0077 -0.0013 -0.0076
O 10.8148 -7.0596 26.2755 0.0029 -0.0011 0.0008
O -5.3276 26.8677 12.7542 0.0009 0.0002 0.0036
O 19.3968 0.0093 19.2521 0 0.0051 -0.0062
O -3.6106 10.0271 10.5128 0.0002 0.0037 0.0101
O 5.0942 5.3153 26.6339 -0.003 0.0034 -0.0047
O -15.7527 13.7538 16.1816 -0.006 -0.0035 -0.0008
O 28.4713 23.2838 12.8744 0.0072 0.0033 0.0003
O 30.3826 9.1306 17.6126 -0.0005 0.0059 0.003
O 5.9198 24.3745 23.4007 0.0028 0.0002 0.0001
O 25.224 10.7392 25.5403 0.0065 -0.0005 -0.0027
O 26.3526 8.9477 12.8111 0.0039 0.0016 0.0007
O 10.5507 3.5597 10.4363 0.0015 -0.0003 0.0023
O 9.3228 6.8351 13.1108 0.0043 0.0002 0.0005
O 25.3481 7.1689 22.3309 0.0024 0.0055 0.0011
O 1.8637 2.8941 15.9734 0.0018 -0.0046 0.0004
O 7.8236 3.6695 10.0008 -0.0054 -0.0058 0.0082
O 18.4704 11.3068 21.3611 -0.001 -0.0001 -0.0021
O 31.4947 12.9896 25.566 -0.0021 0.0065 -0.0075
O 17.4677 13.4492 13.05 -0.0006 0.0046 -0.0012
O 20.9695 -1.7216 20.7098 -0.0008 0 -0.0035
O 1.6936 -6.7072 11.9941 -0.0137 0.0115 0.0168
O -4.7919 -10.5607 14.9942 0.0007 -0.0003 0.0016
O -9.7642 15.5371 26.7533 -0.0004 0.0003 -0.0046
O 12.4605 12.6793 22.3855 -0.0008 0.004 0.0023
O 19.1289 32.2865 15.514 0.0048 0 -0.0005
O 21.1545 7.588 19.8618 -0.0016 -0.0006 0.0026
O 13.0996 17.8257 27.3118 -0.0105 -0.0042 -0.0049
O -2.6273 10.7062 17.2093 0.0061 0.0035 0.0023
O 22.7022 20.0512 22.6529 0.0015 0.0005 -0.0017
O -7.1821 17.686 22.5934 0.0011 0.0013 -0.0038
O -3.071 19.764 23.9235 0.0015 -0.0031 -0.0035
O 11.5569 22.895 28.5019 0.0037 0.0055 -0.0064
O 16.7458 24.1761 23.4522 -0.0008 0.0035 -0.0038
O 21.217 15.0155 15.159 -0.0013 0.0031 -0.0013
O 1.0126 7.1329 15.8075 0.0016 0 0
O 10.2165 23.2824 18.2799 0.0048 0.0028 0.0035
O 27.5194 -4.086 21.8089 0.0075 0.0125 -0.0143
O 11.2917 15.9419 26.3722 -0.002 -0.0058 -0.0015
O 2.3728 23.3161 11.3982 0.0047 0.0121 -0.0005
O -17.5641 15.1274 14.5667 -0.0039 0.0006 -0.0003
O 34.7073 13.4655 14.9738 0.0073 0.0042 0.006
O 18.2423 -10.5683 24.5346 -0.0035 0.0042 -0.0037
O -4.0603 14.1092 24.4022 -0.0076 0.0029 0.0061
O 33.9307 -10.4205 18.3166 0.0014 -0.0004 -0.0045
O 20.9044 9.5322 14.2877 0.0034 0.0032 -0.0017
O -5.4734 13.4179 22.2427 0.0089 0.0033 0.0038
O -1.724 12.5693 14.2706 -0.0015 0.004 0.0066
O 14.2426 -1.1091 24.0719 -0.0014 0.0058 -0.0087
O 16.3338 7.6028 22.1512 0.0017 -0.0003 -0.0014
O 22.5958 16.2742 24.5648 0.0031 0.0002 0.0044
O 9.37 -2.4458 9.6151 -0.0074 0.0001 0.0009
O 11.18 6.6246 16.4188 0.001 -0.0014 -0.0013
O 1.6222 -3.8944 9.4428 -0.0305 0.0088 0.0097
O 3.6633 23.0395 19.0375 -0.0019 0.0018 -0.0002
O 11.6788 3.5617 12.8687 0.002 -0.0026 0.0091
O -8.7457 32.8187 17.3935 -0.002 0.0037 0.0014
O 6.367 14.0379 12.6388 0.0001 -0.0011 -0.0004
O 26.3068 13.323 10.3589 -0.0021 0.0015 0.0082
O 16.8465 7.1725 24.6818 -0.0012 0.0049 -0.0006
O 6.6957 9.2237 24.2286 -0.0028 0.0001 -0.0018
O 17.3563 0.096 17.5974 -0.0043 -0.0026 -0.0002
O 18.9603 24.0538 13.8426 0.0012 0.0021 -0.0003
O 19.7081 10.4268 16.4281 -0.001 0.0035 0
O 14.5321 -4.3274 23.9836 0.003 -0.0013 -0.003
O 0.3978 10.3523 25.7858 0.0006 -0.0014 -0.0106
O 23.1222 -3.5713 18.7927 0.0022 0.0031 0.001
O 11.9187 15.2733 22.1326 -0.0059 -0.0066 0.0006
O 25.2705 3.4492 24.217 0.0089 -0.0078 0.0061
O 7.6748 -2.081 15.3378 0.0003 0.005 0.0029
O 20.8639 14.1682 24.6388 0.0017 0.0006 0.0036
O 6.6147 -6.2815 13.2084 -0.0069 -0.0065 0.0044
O 15.8516 17.5084 14.857 0.0051 -0.0049 -0.0038
O 28.2374 4.5016 24.7569 -0.0007 0.0019 -0.0059
O 27.3686 6.7144 13.8912 0.0013 0.0009 -0.0004
O 7.8147 -0.7469 21.6507 0.0011 0.0017 -0.0023

Results
free energy: -253252.815 eV
free energy less fixed offsets of O -568.88, Si -635.61 eV per atom: 13.685 eV

The program warned: the cutoff lies below the one the program advises for these potential files; the forces do not sum to zero within the program's tolerance; the exchange-correlation potential is rough where the density is thin.
